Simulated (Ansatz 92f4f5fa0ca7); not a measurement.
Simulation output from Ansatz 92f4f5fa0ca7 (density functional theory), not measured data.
Periodic cell of 226 atoms, Si134O92, from a study of silicon, its oxide and their interface. The atomic structure is a simulated model.
Doubt: the cutoff is far below the 930 eV that the study's wrapper takes by default for these files, so forces and energies are approximate.
This geometry differs little from another in the collection (a relaxation step or a small displacement).

Settings: functional PBE; potential files Ansatz PAW; basis plane waves; wave-function cutoff 580 eV; density cutoff ratio 5; exchange-correlation grid ratio 1; k mesh 1 x 1 x 1, Gamma-centred; self-consistency stop 5e-08 eV per atom in the density residual; occupations fixed; spin none; net charge 0.

Cell vectors (angstrom)
a, 10.938, 0, 0
b, 0, 10.938, 0
c, 0, 0, 32.1784

Atoms: element, x, y, z (angstrom)
Si, 0.2359, 10.711, 24.7139
Si, 5.7319, 10.7559, 24.6927
Si, 2.5325, 3.1371, 24.7484
Si, 7.9094, 3.0114, 24.7855
Si, 0.1973, 5.3106, 24.6277
Si, 5.6791, 5.2717, 24.7344
Si, 2.4284, 8.4179, 24.7083
Si, 8.002, 8.5165, 24.6435
Si, 1.3988, 1.4152, 25.9594
Si, 6.8054, 1.393, 26.0842
Si, 4.0899, 4.2024, 26.1219
Si, 9.5681, 4.1516, 25.9999
Si, 1.2985, 6.8651, 26.0494
Si, 6.8706, 6.8852, 25.9722
Si, 4.0998, 9.5715, 25.9526
Si, 9.5646, 9.6116, 26.0422
Si, 2.7528, 0.025, 27.3553
Si, 8.2042, 0.034, 27.4145
Si, -0.0154, 2.7321, 27.3615
Si, 5.4209, 2.7466, 27.4267
Si, 2.699, 5.5418, 27.4329
Si, 8.2131, 5.5132, 27.3809
Si, -0.0537, 8.2142, 27.4153
Si, 5.4522, 8.1989, 27.3608
Si, 4.1018, 1.3673, 28.7601
Si, 9.5708, 1.3673, 28.7601
Si, 1.3673, 4.1018, 28.7601
Si, 6.8362, 4.1018, 28.7601
Si, 4.1018, 6.8362, 28.7601
Si, 9.5708, 6.8362, 28.7601
Si, 1.3673, 9.5708, 28.7601
Si, 6.8362, 9.5708, 28.7601
Si, 0, 0, 30.1274
Si, 5.469, 0, 30.1274
Si, 2.7345, 2.7345, 30.1274
Si, 8.2035, 2.7345, 30.1274
Si, 0, 5.469, 30.1274
Si, 5.469, 5.469, 30.1274
Si, 2.7345, 8.2035, 30.1274
Si, 8.2035, 8.2035, 30.1274
Si, 1.3673, 1.3673, 31.4946
Si, 6.8362, 1.3673, 31.4946
Si, 4.1018, 4.1018, 31.4946
Si, 9.5708, 4.1018, 31.4946
Si, 1.3673, 6.8362, 31.4946
Si, 6.8362, 6.8362, 31.4946
Si, 4.1018, 9.5708, 31.4946
Si, 9.5708, 9.5708, 31.4946
Si, 2.7345, 0, 0.6835
Si, 8.2035, 0, 0.6835
Si, 0, 2.7345, 0.6835
Si, 5.469, 2.7345, 0.6835
Si, 2.7345, 5.469, 0.6835
Si, 8.2035, 5.469, 0.6835
Si, 0, 8.2035, 0.6835
Si, 5.469, 8.2035, 0.6835
Si, 4.1018, 1.3673, 2.0507
Si, 9.5708, 1.3673, 2.0507
Si, 1.3673, 4.1018, 2.0507
Si, 6.8362, 4.1018, 2.0507
Si, 4.1018, 6.8362, 2.0507
Si, 9.5708, 6.8362, 2.0507
Si, 1.3673, 9.5708, 2.0507
Si, 6.8362, 9.5708, 2.0507
Si, 0, 0, 3.418
Si, 5.469, 0, 3.418
Si, 2.7345, 2.7345, 3.418
Si, 8.2035, 2.7345, 3.418
Si, 0, 5.469, 3.418
Si, 5.469, 5.469, 3.418
Si, 2.7345, 8.2035, 3.418
Si, 8.2035, 8.2035, 3.418
Si, 1.4156, 1.3101, 4.7049
Si, 6.8457, 1.3401, 4.8361
Si, 4.0953, 4.0977, 4.7778
Si, 9.5855, 4.0834, 4.8015
Si, 1.3671, 6.8243, 4.8258
Si, 6.9113, 6.7747, 4.7368
Si, 4.1357, 9.5393, 4.7937
Si, 9.5604, 9.55, 4.7819
Si, 2.7064, -0.0591, 6.1249
Si, 8.1885, -0.0935, 6.2196
Si, 0.0572, 2.6452, 6.0384
Si, 5.4274, 2.7123, 6.1697
Si, 2.7281, 5.4344, 6.1975
Si, 8.2342, 5.4486, 6.2089
Si, -0.0496, 8.1664, 6.1838
Si, 5.5446, 8.1107, 6.0666
Si, 3.7971, 1.5399, 7.4415
Si, 9.8793, 1.0777, 7.3669
Si, 1.5771, 3.7655, 7.4287
Si, 6.556, 4.3482, 7.4479
Si, 4.3771, 6.6095, 7.4237
Si, 9.3918, 6.9986, 7.6239
Si, 1.1068, 9.7528, 7.4686
Si, 7.0718, 9.1583, 7.5141
O, 5.4562, 5.4728, 7.9764
O, 0.0303, -0.0235, 7.9728
O, 2.7107, 2.6777, 7.9651
O, 8.2285, 8.1005, 8.0877
O, 1.3355, 9.5699, 24.2178
O, 6.7682, 4.1038, 24.2533
O, 6.8615, 9.6419, 24.1879
O, 1.3664, 4.1982, 24.2014
O, 6.1664, 9.6323, 8.8224
O, 0.8009, 4.3182, 8.7626
O, 1.6968, 9.019, 8.824
O, 7.2489, 3.7238, 8.8076
O, 10.1375, 6.3992, 8.9983
O, 4.3155, 0.7274, 8.7807
O, 3.851, 7.4611, 8.7274
O, 9.3022, 1.9675, 8.6277
O, 5.1524, 0.5932, 23.3566
O, 8.5694, 2.2894, 23.4746
O, 10.5011, 5.9894, 23.2484
O, 4.9763, 5.9234, 23.3986
O, 8.7123, 7.9543, 23.2591
O, 3.4718, 2.7154, 23.4626
O, 2.8947, 7.5835, 23.3697
O, 10.4357, 0.345, 23.3612
Si, 5.5059, 8.0612, 14.0135
Si, 4.4048, 10.1029, 11.816
Si, 8.4102, 8.5312, 17.3721
Si, 3.4649, 6.6138, 17.856
Si, 7.207, 4.0745, 13.9603
Si, 0.1704, 4.0063, 15.8325
Si, 7.4003, 5.8312, 20.2591
Si, 4.2596, 1.6596, 22.5155
Si, 1.9488, 6.2327, 11.9049
Si, 2.5812, 0.8537, 20.2117
Si, 5.1912, 0.0301, 18.9499
Si, 7.8668, 2.3055, 9.3171
Si, 9.1207, 3.2547, 11.6283
Si, 10.81, 5.1305, 9.8131
Si, 0.2729, 6.8562, 14.4423
Si, 5.2447, 8.0485, 20.0088
Si, 9.512, 1.3807, 22.5232
Si, 2.8909, 8.3398, 9.6948
Si, 7.9823, 1.0947, 20.1211
Si, 4.3649, 3.8055, 18.1829
Si, 6.1741, 3.2611, 20.4179
Si, 10.5292, 1.6686, 13.6823
Si, 2.4297, 0.2504, 14.0466
Si, 9.6861, 4.7698, 18.5252
Si, 2.1168, 8.6579, 15.9746
Si, 0.3432, 3.0346, 20.4481
Si, 8.2339, 6.8357, 14.792
Si, 1.1547, 9.986, 18.4395
Si, 10.2764, 7.61, 19.4841
Si, 8.0567, 1.284, 15.208
Si, 2.4666, 5.0748, 20.15
Si, 3.0076, 2.967, 15.7032
Si, 6.0435, 9.9963, 16.3001
Si, 4.2828, 5.1312, 13.6471
Si, 9.5245, 6.9072, 22.3071
Si, 3.9387, 6.7418, 22.4507
Si, 5.6854, 0.1321, 9.4442
Si, 9.6322, 0.3593, 17.5763
O, 8.5367, 0.4888, 21.5402
O, 1.8766, 10.38, 19.8336
O, 10.51, 2.3951, 21.7213
O, 8.8302, 8.0912, 18.8791
O, 4.4001, 5.3088, 17.5088
O, 4.6677, 6.6585, 14.1408
O, 8.0285, 2.2684, 10.9311
O, 1.4535, 1.9788, 19.9106
O, 5.7071, 4.3536, 13.3355
O, 10.1927, 3.4317, 19.3087
O, 3.9192, 0.9916, 19.2869
O, 7.1184, 7.756, 14.0234
O, 3.6473, 9.5208, 10.4997
O, 0.5203, 5.3817, 15.0601
O, 8.3316, 4.0706, 12.7855
O, 4.7052, 7.8154, 21.5192
O, 9.5931, 4.2525, 10.4365
O, 6.6106, 0.6669, 19.3939
O, 2.9793, 7.3191, 16.4545
O, 3.0762, 0.8293, 21.7547
O, 0.666, 8.0336, 15.5158
O, 7.2667, 2.6678, 14.8091
O, 3.3957, 11.0177, 12.7274
O, 5.2108, 2.4684, 21.468
O, 0.8721, 0.6496, 13.6644
O, 4.3373, 7.6407, 18.7349
O, 2.5094, 9.7132, 14.7701
O, 0.7907, 5.3937, 11.1367
O, 9.1342, 0.8635, 14.0363
O, 9.1427, 0.6689, 19.0836
O, 8.5768, 7.3099, 16.3189
O, 5.0805, 8.8794, 12.6678
O, 5.1947, 9.0436, 15.2886
O, 0.3831, 8.6199, 18.8051
O, 2.9699, 1.5252, 14.9282
O, 2.2699, 6.1304, 18.895
O, 5.0801, 10.7993, 17.3285
O, 10.6002, 2.885, 14.7702
O, 8.9389, 1.463, 16.5935
O, 6.8431, 1.1329, 8.9176
O, 3.3589, 3.8779, 19.4791
O, 3.4923, 4.1881, 14.7226
O, 6.6493, 7.2302, 19.9036
O, 2.2154, 9.5957, 17.2919
O, 1.2877, 7.0013, 13.1816
O, 9.9775, 4.3739, 16.9582
O, 9.6452, 6.9765, 13.9742
O, 2.3625, 7.3682, 10.8535
O, 3.1765, 5.726, 21.448
O, 6.9539, 11.0304, 15.4147
O, 1.5792, 3.3997, 16.4014
O, 10.3739, 2.3841, 12.2192
O, 8.4757, 5.9696, 21.4804
O, 6.8655, 9.0124, 17.3169
O, 10.543, 6.0958, 18.9456
O, 5.7431, 3.2525, 18.8323
O, 8.1349, 5.1583, 18.9313
O, 5.2383, 9.6535, 19.8883
O, 7.65, 5.317, 14.9261
O, 10.3515, 7.7009, 21.1207
O, 3.2451, 5.3238, 12.3733
O, 4.0177, 2.7894, 16.9643
O, 0.3145, 11.2281, 17.7534
O, 9.2817, 9.8332, 16.94
O, 5.5592, 0.086, 11.0833
O, 7.6998, 2.669, 20.4641
O, 1.117, 4.4302, 20.788
O, 6.2436, 4.8317, 20.8341

Results
free energy: -137510.231 eV
free energy less fixed offsets of O -568.88, Si -635.61 eV per atom: -1.531 eV

Forces (eV/angstrom), in the order of the atoms: element, x, y, z
Si, -0.0148, 0.0202, 0.0086
Si, -0.0181, 0.0137, 0.02
Si, 0.0064, -0.0104, 0.0129
Si, 0.0159, -0.011, 0.0201
Si, -0.0115, 0.0109, 0.0174
Si, -0.0084, 0.0106, 0.0077
Si, 0.0153, -0.0158, 0.017
Si, 0.0117, -0.0117, 0.0071
Si, -0.0004, 0.0031, 0.0003
Si, 0.0012, -0.0028, -0.0038
Si, 0.0008, -0.0021, 0.001
Si, 0.0041, -0.0019, -0.0044
Si, 0.0049, -0.0037, -0.0078
Si, -0.0015, 0.0007, 0.0012
Si, 0.0047, 0.0024, -0.0029
Si, 0.0002, 0.0014, -0.001
Si, 0.0005, -0.0006, 0.005
Si, 0.0009, 0.0034, 0.0052
Si, -0.0036, -0.0004, 0.005
Si, -0.0063, -0.0023, 0.0053
Si, -0.0013, 0.0062, 0.0086
Si, -0.002, -0.0006, 0.0096
Si, -0.0042, 0.0006, 0.0112
Si, -0.0037, 0.0015, 0.0049
Si, -0.1675, -0.1059, 0.2377
Si, 0.1251, 0.1563, 0.1293
Si, -0.1391, -0.0418, -0.1142
Si, 0.061, 0.1361, -0.1515
Si, 0.0566, 0.3023, 0.2191
Si, -0.1342, 0.021, 0.3456
Si, 0.0428, 0.1292, -0.2647
Si, -0.1098, -0.0405, -0.1727
Si, 0.0391, 0.0487, -0.0201
Si, -0.0041, -0.0081, -0.0164
Si, -0.0089, -0.0597, -0.0174
Si, 0.0707, 0.0114, -0.0195
Si, -0.0228, -0.0379, -0.0035
Si, 0.011, 0.0077, -0.0206
Si, 0.1224, 0.0302, -0.0023
Si, 0.0111, -0.0612, 0.0001
Si, -0.0179, 0.0177, -0.0041
Si, -0.0235, 0.0079, -0.0371
Si, -0.002, -0.0063, -0.0186
Si, -0.0224, 0.0151, -0.018
Si, -0.0152, 0.018, -0.0382
Si, -0.0221, 0.0278, -0.007
Si, -0.0422, 0.0195, -0.0137
Si, -0.0166, 0.0102, -0.0155
Si, 0.0438, -0.0019, 0.0331
Si, 0.0037, 0.0258, 0.0186
Si, -0.0145, -0.0004, 0.014
Si, 0.0535, -0.0644, 0.0002
Si, 0.0152, -0.0039, 0.0223
Si, 0.0427, -0.0261, 0.0297
Si, 0.0497, -0.0711, 0.0043
Si, -0.0206, 0.0083, 0.0134
Si, 0.0023, 0.1032, -0.0057
Si, -0.0034, -0.0295, 0.0225
Si, -0.0148, -0.0421, 0.0199
Si, -0.1316, -0.0306, -0.0034
Si, 0.0076, 0.0059, 0.0301
Si, -0.0171, 0.087, -0.015
Si, -0.0973, -0.0019, -0.0068
Si, -0.0051, -0.0324, 0.0159
Si, -0.1731, -0.2847, -0.293
Si, 0.081, 0.04, 0.1647
Si, 0.2122, 0.0396, -0.3673
Si, -0.0681, -0.1209, 0.2778
Si, 0.0278, 0.0168, 0.1816
Si, 0.0693, -0.2057, -0.1626
Si, -0.019, -0.1129, 0.221
Si, 0.1642, -0.0261, -0.3562
Si, 0.0078, -0.0008, -0.0071
Si, 0.0043, -0.0014, 0.0006
Si, 0.0001, -0.0021, -0.0017
Si, 0.0022, -0.0036, -0.0068
Si, -0.0006, 0.0011, -0.0074
Si, 0.0036, -0.0039, -0.0034
Si, 0.0033, -0.0042, -0.0041
Si, 0.0065, -0.0053, -0.0017
Si, 0.002, 0.0077, 0.0135
Si, -0.0119, 0.0054, -0.001
Si, -0.0096, 0.0065, 0
Si, -0.001, 0.0008, 0.0106
Si, -0.0027, 0.0053, -0.006
Si, -0.0058, 0.0008, 0.0127
Si, 0.0007, 0.0029, 0.009
Si, -0.0078, 0.01, 0.0007
Si, 0.0172, -0.0175, -0.0299
Si, -0.0065, 0.0043, 0.002
Si, 0.0027, 0.0018, 0.0301
Si, 0.0175, -0.025, -0.0232
Si, -0.0028, 0.0018, 0.0025
Si, 0.0182, -0.015, -0.023
Si, 0.0183, -0.022, -0.0228
Si, -0.0037, 0.0143, -0.0096
O, -0.0096, 0.0132, 0.0114
O, -0.0105, 0.0097, 0.0098
O, -0.0207, 0.0192, 0.0085
O, -0.007, 0.0066, 0.01
O, 0.0009, -0.0026, -0.0124
O, -0.0037, 0.0032, -0.0101
O, 0.0037, -0.0001, -0.0105
O, 0.001, -0.0033, -0.0102
O, -0.0031, 0.0014, 0.0089
O, -0.0049, 0.0059, 0.0006
O, 0.0085, -0.0039, 0.0147
O, 0.0025, -0.0016, 0.0116
O, 0.0048, -0.007, 0.0113
O, 0.0069, -0.0062, 0.0152
O, 0.0028, -0.001, -0.001
O, -0.0003, -0.0014, 0.0019
O, -0.0015, 0.0038, -0.0063
O, 0.0034, -0.0029, -0.0085
O, -0.002, 0.0032, -0.0044
O, -0.004, 0.0045, -0.0041
O, 0.0016, -0.0023, -0.004
O, 0.0042, -0.0002, -0.0047
O, 0.0001, -0.0007, -0.0046
O, -0.0002, 0.0003, -0.0012
Si, -0.0011, 0.0022, 0.0016
Si, -0.0016, -0.0016, -0.0035
Si, 0.0014, 0.0003, -0.0011
Si, 0, 0.0031, 0.0014
Si, 0.0014, 0.0024, 0.0036
Si, -0.0002, 0.0012, 0.0009
Si, 0.0041, 0.0016, -0.0006
Si, 0.0012, -0.0017, 0.0054
Si, -0.0037, 0.0093, -0.0075
Si, -0.0026, 0.0013, 0.001
Si, 0.0005, 0.0018, -0.0037
Si, -0.0074, 0.0037, -0.0148
Si, -0.0001, 0.0105, -0.0058
Si, 0.0085, -0.0044, 0.0007
Si, -0.0005, 0.001, 0.0025
Si, -0.0028, 0.0011, 0.0003
Si, 0.0006, 0.0011, 0.0048
Si, -0.0131, 0.0021, 0.0005
Si, 0, -0.0009, -0.0007
Si, -0.001, 0.0017, -0.001
Si, -0.0045, -0.0017, 0.0005
Si, -0.0012, 0.0006, 0.0052
Si, 0.0026, -0.0001, 0.0026
Si, 0.001, 0.0028, -0.0029
Si, 0.0004, 0.0014, -0.0012
Si, 0, -0.0002, -0.0003
Si, 0.0017, 0.0006, 0.0022
Si, -0.0004, 0.002, -0.0037
Si, -0.0004, 0.0011, 0
Si, -0.001, 0.0018, 0.0012
Si, -0.0003, 0.0039, 0.003
Si, -0.0006, 0.0018, 0.0008
Si, 0.0002, 0.0017, -0.0004
Si, -0.0018, 0.0036, 0.0051
Si, 0.0014, 0.0033, 0.0036
Si, 0, 0.0003, 0.0044
Si, -0.0023, 0.0091, -0.0152
Si, -0.0002, 0.0022, -0.0023
O, -0.0031, 0.001, -0.0016
O, 0.0001, 0.0008, 0.0041
O, 0.0016, 0.0032, 0.0005
O, -0.001, 0.0009, 0.0017
O, 0.0006, 0.0025, 0.0008
O, -0.0002, -0.0002, -0.0006
O, 0.0023, 0.0017, 0.0071
O, 0.0013, 0.0002, 0.0039
O, 0.0003, 0.001, -0.0018
O, -0.0017, 0.0015, 0.0021
O, 0.0009, 0.0006, 0.0028
O, -0.0002, 0.0011, -0.0003
O, 0.0007, 0.0007, 0.007
O, -0.0001, 0.0023, 0.0001
O, 0.0006, -0.002, -0.0024
O, 0.0013, 0.0002, -0.0005
O, 0.0091, -0.0035, 0.0098
O, -0.0017, -0.0003, 0.0032
O, 0.0017, -0.0003, 0.0026
O, -0.0024, 0.0004, -0.0012
O, -0.0003, 0.0007, 0
O, -0.0001, 0.0003, -0.0002
O, -0.0039, 0.004, 0.0041
O, 0.0054, 0.0064, -0.0029
O, -0.0002, 0.002, -0.0011
O, -0.0011, -0.0009, 0.0013
O, 0.0003, 0.0023, -0.001
O, -0.0044, -0.0015, -0.0129
O, -0.0007, 0.0001, 0.0007
O, 0.0011, 0.0008, 0.0019
O, 0.0007, 0.0008, -0.0002
O, 0.0011, 0.0008, 0.0002
O, 0.0009, 0.002, 0.0014
O, 0.0022, 0.0034, 0.0015
O, 0.0002, 0.0006, -0.0013
O, 0.001, 0.0014, 0.0017
O, -0.0002, 0.0014, 0.0033
O, 0.0005, 0.0031, 0.0009
O, -0.0005, 0.0014, 0.0014
O, 0.0006, -0.0003, 0.0052
O, 0.0011, 0.0001, 0.001
O, -0.0003, 0.0004, 0.001
O, -0.0001, 0.0004, 0.0032
O, -0.0004, 0.0024, 0.0033
O, 0.0005, 0.0003, -0.0033
O, -0.0006, 0.0024, 0.0012
O, -0.0015, 0.0022, 0.001
O, -0.0047, -0.0096, 0.005
O, -0.0001, 0.0015, -0.0015
O, -0.0004, 0.001, 0.0017
O, -0.0004, 0.0015, -0.0001
O, 0.0004, -0.0003, -0.0035
O, -0.0042, 0, -0.0017
O, -0.0005, 0.0015, 0.0015
O, -0.0008, -0.0015, 0.0015
O, -0.0003, 0.0005, 0.0009
O, -0.0007, -0.0001, 0.002
O, 0.0005, 0.0025, 0.0033
O, 0.0005, 0.0031, -0.0023
O, -0.0006, 0.0007, -0.0012
O, 0.0023, -0.0015, 0.0006
O, 0.0015, 0.0012, 0.0019
O, 0.0025, 0.0007, 0.0038
O, -0.0002, 0.001, 0.0024
O, -0.0018, -0.0015, 0.008
O, 0.0017, 0.0017, 0.0037
O, 0.0009, 0.0013, 0.0014
O, -0.0002, 0.0016, 0.003

The program warned: the cutoff lies below the one the program advises for these potential files; the exchange-correlation potential is rough where the density is thin.
